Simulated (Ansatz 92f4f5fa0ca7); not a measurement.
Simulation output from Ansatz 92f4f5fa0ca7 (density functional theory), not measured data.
Periodic cell of 234 atoms, Si146O88, from a study of silicon, its oxide and their interface. The atomic structure is a simulated model.
Doubt: the cutoff is far below the 930 eV that the study's wrapper takes by default for these files, so forces and energies are approximate.
This geometry differs little from another in the collection (a relaxation step or a small displacement).

Settings
functional: PBE
potential files: Ansatz PAW
basis: plane waves
wave-function cutoff: 580 eV
density cutoff ratio: 5
exchange-correlation grid ratio: 1
k mesh: 1 x 1 x 1, Gamma-centred
self-consistency stop: 5e-08 eV per atom in the density residual
occupations: fixed
spin: none
net charge: 0

Cell vectors (angstrom)
a 11.6015 0 0
b 0 10.938 0
c 0 0 32.4513

Atoms: element, x, y, z (angstrom)
Si -0.1161 0.1151 23.8663
Si 3.7996 -0.2024 23.9674
Si 7.6736 0.0327 23.7856
Si 1.9998 1.3096 23.8881
Si 5.6484 1.257 23.8503
Si 9.5798 1.4206 24.0844
Si -0.0305 5.461 23.5992
Si 3.8865 5.4936 23.4587
Si 7.7301 5.2797 23.6898
Si 1.9051 6.8736 23.5835
Si 5.9228 6.7853 23.5896
Si 9.5339 6.7944 23.598
Si 1.8922 2.8042 25.7134
Si 5.7206 2.7114 25.7216
Si 9.6175 2.8245 25.8992
Si -0.0519 4.1904 25.6766
Si 3.841 4.1789 25.5773
Si 7.6538 4.0657 25.7184
Si 1.9169 8.0699 25.6747
Si 5.8246 8.0818 25.6461
Si 9.6496 8.157 25.6045
Si 0.0137 9.4933 25.6468
Si 3.8659 9.3802 25.8178
Si 7.705 9.5348 25.6823
Si 0.0028 -0.0324 27.5871
Si 3.8439 -0.0203 27.6282
Si 7.7139 -0.017 27.6122
Si 1.9177 1.3757 27.6133
Si 5.7705 1.3435 27.6397
Si 9.6641 1.3209 27.6821
Si -0.0306 5.4855 27.6386
Si 3.8545 5.4553 27.5895
Si 7.7075 5.4757 27.6183
Si 1.9125 6.795 27.6445
Si 5.7865 6.8114 27.6302
Si 9.641 6.8451 27.5932
Si 1.9336 2.7345 29.552
Si 5.8008 2.7345 29.552
Si 9.6679 2.7345 29.552
Si 0 4.1018 29.552
Si 3.8672 4.1018 29.552
Si 7.7343 4.1018 29.552
Si 1.9336 8.2035 29.552
Si 5.8008 8.2035 29.552
Si 9.6679 8.2035 29.552
Si 0 9.5708 29.552
Si 3.8672 9.5708 29.552
Si 7.7343 9.5708 29.552
Si 0 0 31.4856
Si 3.8672 0 31.4856
Si 7.7343 0 31.4856
Si 1.9336 1.3673 31.4856
Si 5.8008 1.3673 31.4856
Si 9.6679 1.3673 31.4856
Si 0 5.469 31.4856
Si 3.8672 5.469 31.4856
Si 7.7343 5.469 31.4856
Si 1.9336 6.8362 31.4856
Si 5.8008 6.8362 31.4856
Si 9.6679 6.8362 31.4856
Si 1.9336 2.7345 0.9679
Si 5.8008 2.7345 0.9679
Si 9.6679 2.7345 0.9679
Si 0 4.1018 0.9679
Si 3.8672 4.1018 0.9679
Si 7.7343 4.1018 0.9679
Si 1.9336 8.2035 0.9679
Si 5.8008 8.2035 0.9679
Si 9.6679 8.2035 0.9679
Si 0 9.5708 0.9679
Si 3.8672 9.5708 0.9679
Si 7.7343 9.5708 0.9679
Si 0.0607 0.0377 2.8712
Si 3.8744 -0.0174 2.9495
Si 7.7479 0.0731 2.8528
Si 1.981 1.4171 2.9342
Si 5.7824 1.3826 2.9457
Si 9.7155 1.3642 2.8785
Si 0.012 5.4916 2.8887
Si 3.9003 5.4793 2.9196
Si 7.7297 5.4399 2.9347
Si 1.9587 6.8364 2.9107
Si 5.8194 6.8525 2.9119
Si 9.6699 6.8163 2.876
Si 1.959 2.8884 4.8298
Si 5.7559 2.6509 4.9766
Si 9.7283 2.6879 4.8191
Si -0.0194 4.1733 4.8416
Si 3.9368 4.1959 4.923
Si 7.7414 3.9519 4.8196
Si 1.9574 8.1745 4.8662
Si 5.8913 8.2895 4.806
Si 9.7244 8.2993 4.7044
Si 0.068 9.6163 4.7868
Si 3.8781 9.5907 4.948
Si 7.8036 9.6451 4.7377
Si 0.0781 0.0508 6.7296
Si 3.6598 0.0207 6.9596
Si 7.7869 -0.0062 6.7182
Si 1.8777 1.5712 6.7567
Si 5.7799 1.1716 6.954
Si 9.7062 1.3648 6.804
Si -0.0807 5.5338 6.8128
Si 4.0818 5.7602 6.7789
Si 7.9481 5.3526 6.6645
Si 1.9394 6.7902 6.848
Si 6.1306 6.9078 6.7024
Si 9.6536 6.9456 6.5902
O 6.1349 1.9082 8.4218
O 1.83 7.7154 8.2213
O 6.507 7.7817 8.0911
O 11.0881 4.6369 8.164
O 7.8886 10.0537 8.1268
O 9.2486 7.7794 7.9927
O 3.1145 10.0289 8.2677
O 9.7443 2.3099 8.1755
O 8.363 4.59 8.1242
O 4.5563 5.0998 8.23
O 0.3993 10.0014 8.0493
O 1.6842 2.5204 8.148
O 1.7333 8.0654 22.404
O 2.5378 2.2477 22.6116
O 5.2917 2.2099 22.5241
O 3.742 9.8277 22.5464
O 6.372 7.7817 22.3001
O 7.7605 10.0794 22.385
O 3.906 4.4487 22.1398
O 9.0862 7.7441 22.2706
O 0.1052 4.2456 22.444
O 7.7344 4.394 22.2633
O -0.6396 10.4903 22.3479
O 9.699 2.4351 22.7694
Si 1.7135 9.2672 8.7094
Si 2.3406 8.3243 13.408
Si -1.2776 0.6989 18.4507
Si 9.7326 3.8616 8.6986
Si 2.5121 9.2757 21.6141
Si 6.5309 9.1613 15.9896
Si 11.7012 11.148 21.0353
Si -2.6265 8.806 11.4574
Si 14.0156 2.741 9.5903
Si 3.8965 2.8143 21.9033
Si 3.7364 -1.5574 18.9064
Si 10.0887 4.8692 16.7932
Si 7.9027 8.4974 8.6021
Si -0.9533 11.5029 15.4887
Si 4.4099 1.4844 19.0819
Si 0.3493 9.0008 11.5006
Si 10.7929 3.0743 21.7467
Si 6.8197 8.5996 18.7931
Si -2.8075 11.6734 12.9162
Si 0.328 13.7236 16.9598
Si 5.7823 12.4386 12.6898
Si 3.578 8.6144 16.0515
Si 7.7365 8.563 21.7766
Si 10.0136 14.3223 11.8714
Si 4.0019 3.9811 13.753
Si 8.5554 4.7043 14.2919
Si 3.5064 2.7436 16.4088
Si 7.7051 3.4314 16.7049
Si -3.7567 5.8262 18.3033
Si 1.0269 10.8984 13.4694
Si 7.3611 1.7184 18.9425
Si 5.3284 2.181 9.8078
Si 7.4216 7.4381 13.5961
Si 4.361 4.8908 9.8218
Si 4.6592 11.131 14.9596
Si 12.9579 2.8311 12.3969
Si 8.261 4.1283 20.7408
Si 4.7129 6.6905 12.3107
O 0.2863 10.6073 14.9012
O 9.2616 3.5038 17.2152
O 9.8638 5.1345 15.1928
O 13.1218 2.272 10.8598
O 9.6749 12.7386 12.0455
O 5.451 3.7495 10.25
O 4.2804 2.5592 17.8394
O 3.5242 10.1522 15.5538
O 6.0886 -0.2551 15.6019
O 7.1075 2.0896 17.354
O -3.5818 5.4776 19.8794
O 9.7778 14.7922 10.3272
O 3.8538 2.3578 20.3444
O 7.9631 8.4904 10.2217
O 7.5325 5.9496 14.2137
O 13.2176 10.5785 21.1927
O 1.3649 12.4731 13.3802
O 3.0733 8.617 17.6059
O 11.63 4.414 17.0746
O 7.0141 4.742 17.3936
O 5.9612 0.9647 19.3214
O 8.7076 7.7351 12.6519
O 4.6387 6.1881 10.7495
O 14.4283 4.2985 9.9343
O 3.0281 8.6907 20.1969
O 7.4605 8.5235 14.8189
O 9.0017 4.2554 12.807
O 0.0697 10.4523 12.2215
O 1.9281 2.6267 16.7744
O 5.3068 9.0546 19.0933
O 9.3663 6.0688 17.6599
O 7.323 9.3577 17.4216
O 4.8868 0.2935 13.3435
O 3.5253 7.7707 12.4728
O -0.5759 10.7069 19.6147
O 6.0824 7.494 12.6674
O 4.5307 5.4608 13.3506
O 7.319 1.3648 13.1853
O 11.7041 1.8575 21.1467
O -1.3839 -0.0076 16.9681
O 8.6977 10.3005 12.0472
O 4.1061 1.6079 15.4433
O 6.8333 7.0646 18.2974
O -0.4256 13.0537 15.6585
O 2.572 3.7574 12.965
O 11.5451 14.588 12.3984
O 3.761 12.7535 9.5188
O 7.4119 2.945 20.0163
O 2.3521 9.9645 13.3279
O 8.8014 0.9504 19.0248
O 5.1176 2.9209 13.172
O -1.0985 8.5404 10.9301
O 0.9155 7.9438 12.6596
O 1.4621 9.1948 10.3172
O -0.2479 12.9188 18.2733
O 7.7251 8.7578 20.1449
O 2.6093 7.8174 14.9729
O 3.5597 0.0879 18.8327
O 7.7115 3.5186 15.0799
O 3.7895 4.0288 15.4037
O 5.8341 1.3014 11.0678
O 5.1741 8.1947 16.0384
O -2.1683 0.5084 14.4092
O 9.8641 3.7975 20.6213

Results
free energy: -142855.927 eV
free energy less fixed offsets of O -568.88, Si -635.61 eV per atom: 4.573 eV

Forces (eV/angstrom), in the order of the atoms: element, x, y, z
Si -0.0278 0.0023 0.0087
Si -0.0095 0.0017 0.0022
Si 0.008 0.0048 -0.0092
Si 0.0189 -0.0132 0.0069
Si -0.0102 0.0036 0.0014
Si 0.0087 -0.0146 -0.0018
Si 0.0036 0.022 0.0047
Si -0.0078 0.0194 0.0057
Si -0.0035 0.0036 0.0179
Si -0.0003 -0.0234 0.007
Si 0.0069 -0.0067 0.0062
Si 0.002 -0.005 0.0081
Si -0.0229 0.006 -0.0189
Si -0.0005 -0.0016 -0.0187
Si -0.0216 -0.0043 -0.0136
Si 0.0177 -0.0003 -0.0214
Si 0.0022 -0.0006 -0.0289
Si 0.0082 -0.0063 -0.0323
Si 0.0001 0.0034 -0.0202
Si -0.0009 -0.0015 -0.0244
Si -0.0033 -0.0032 -0.0335
Si 0.0141 -0.0027 -0.0204
Si 0.0047 0.0048 -0.024
Si 0.004 -0.0051 -0.0123
Si -0.0035 0.011 -0.0044
Si 0.0048 0.0082 -0.0005
Si 0.0003 0.0052 -0.0008
Si 0.0008 -0.0095 -0.0038
Si -0.0034 -0.0075 -0.0035
Si 0.005 -0.0026 0.0002
Si -0.0039 0.0054 -0.0073
Si -0.0078 0.0079 0.0052
Si -0.0101 0.0106 0.0007
Si 0.0033 -0.0007 -0.0082
Si 0.0134 -0.0074 -0.0058
Si 0.0048 -0.0084 0.0038
Si -0.0078 -0.0453 0.0537
Si -0.0374 -0.0237 0.1009
Si 0.0276 -0.1067 0.3491
Si -0.0894 -0.0855 -0.0158
Si 0.0106 -0.0921 -0.1863
Si 0.0325 -0.0724 -0.1168
Si 0.0139 0.0173 0.0043
Si -0.0228 0.0467 -0.081
Si -0.0609 0.021 -0.1704
Si 0.0556 -0.0379 -0.0931
Si -0.0638 -0.0484 0.1914
Si -0.0329 -0.029 0.0369
Si -0.0196 0.0454 -0.0234
Si 0.0049 0.0633 0.0262
Si 0.0026 0.0159 -0.0126
Si 0.004 -0.0491 0.0388
Si 0.0106 -0.0767 0.0449
Si -0.0128 0.0446 0.0319
Si 0.0288 0.0402 0.0174
Si -0.0067 0.1141 0.0124
Si -0.0039 0.0601 0.0147
Si -0.0006 -0.0599 -0.013
Si -0.0179 -0.0458 -0.0279
Si 0.0183 -0.0254 -0.054
Si 0.0861 0.0667 0.0406
Si -0.0918 0.0121 0.2254
Si 0.0924 0.0831 -0.0444
Si 0.0105 -0.0075 0.0092
Si 0.045 0.0314 0.0812
Si -0.0199 -0.007 0.1035
Si 0.0451 -0.011 0.0352
Si 0.0571 0.016 0.0283
Si -0.0816 0.0152 -0.0501
Si 0.1418 -0.0024 -0.0283
Si -0.0487 0.0376 0.2218
Si -0.0287 0.0876 -0.0676
Si 0.0037 0.0062 0.0036
Si 0.0081 0.0103 0.0023
Si 0.0145 0.0011 -0.0048
Si -0.0106 -0.0072 0.0025
Si -0.0017 -0.0084 -0.0014
Si -0.0104 -0.0081 -0.01
Si -0.0057 0.008 -0.0044
Si -0.003 0.0054 -0.0038
Si -0.0062 0.0042 -0.0008
Si 0.0033 -0.0034 -0.0057
Si -0.0007 -0.0097 -0.0011
Si 0.0072 -0.0032 0.0079
Si 0.0086 -0.0049 0.0233
Si -0.0083 0.0003 0.0241
Si 0.0007 0.0002 0.0187
Si -0.0108 0.0071 0.0187
Si -0.0033 0.0018 0.0299
Si 0.0061 -0.0025 0.0129
Si -0.0014 0.0047 0.0174
Si 0.0433 0.0072 0.0155
Si 0.001 -0.0029 0.0164
Si 0.0089 0.0023 0.018
Si -0.0094 0.0002 0.0131
Si -0.0245 0.0011 0.0148
Si 0.0058 0.0009 -0.0192
Si -0.0041 0.016 -0.0136
Si -0.0068 -0.005 -0.0152
Si -0.0025 -0.007 -0.0268
Si 0.0085 -0.0016 -0.0388
Si -0.0074 -0.0023 -0.01
Si 0.0102 0.0053 -0.0221
Si 0.011 -0.0025 -0.0342
Si 0.0036 0.0163 -0.0038
Si -0.002 -0.0127 -0.0168
Si -0.0324 -0.0124 -0.0355
Si 0.0005 -0.0087 -0.0161
O -0.0076 0.012 0.0286
O -0.0011 0.0188 0.012
O 0.0319 0.0264 0.0299
O -0.0289 -0.0188 0.0128
O 0.0043 -0.013 0.0055
O -0.0125 0.0033 0.0061
O -0.0245 -0.0204 0.0128
O -0.0017 0.021 0.0076
O 0.015 -0.0072 0.0023
O 0.0033 -0.0187 0.0341
O 0.0128 -0.0102 0.0054
O 0.0089 0.0127 0.018
O 0.0084 0.0399 -0.0287
O 0.0106 0.0075 -0.0106
O -0.0102 -0.0023 -0.0055
O -0.0078 -0.0052 -0.0191
O 0.0194 0.0194 -0.0183
O -0.0013 -0.006 -0.0125
O 0.0009 -0.0338 -0.0233
O -0.0198 0.0172 -0.0216
O -0.0177 -0.0455 -0.0266
O 0.0113 -0.0201 -0.0416
O 0.0117 0.0077 -0.0223
O 0.0089 0.0034 -0.0162
Si 0.0092 -0.0022 -0.0167
Si -0.0003 -0.0004 0.0056
Si 0.0051 -0.0035 0.0046
Si 0.0135 -0.0079 -0.0061
Si -0.0097 -0.0143 0.0284
Si 0.0006 0.0079 -0.0087
Si 0.007 -0.0076 0.0093
Si -0.0072 -0.0035 0.0028
Si -0.0083 0.0016 -0.0069
Si 0.005 0.0302 0.007
Si -0.0046 -0.0076 0.0092
Si -0.0038 0.0077 0.0069
Si -0.0147 0.0046 -0.0182
Si -0.0005 0.0081 0.002
Si -0.0137 0.0076 0.0029
Si 0.0097 0.003 -0.0004
Si 0.0137 0.0322 0.0076
Si 0.0059 -0.0032 0.0227
Si -0.0065 0.0072 0.0037
Si 0.0011 0.0025 -0.0073
Si 0.005 0.0052 -0.0037
Si -0.0023 -0.0043 0.0012
Si -0.0037 -0.0133 0.0184
Si -0.0045 0.0106 -0.0047
Si -0.0004 -0.0002 -0.0085
Si 0 0.0016 -0.0041
Si 0.0007 -0.0165 -0.0035
Si 0.0004 0.0048 0.0012
Si 0.0024 0.0062 0.0071
Si 0.0033 0.0099 0.0057
Si 0.0022 0.0111 -0.0019
Si 0.0062 -0.0051 -0.0033
Si -0.0021 -0.0006 0.0057
Si 0.0024 -0.0098 -0.0144
Si 0.0001 0.0254 -0.0008
Si 0.0036 -0.006 0.0057
Si 0.0161 0.0114 0.0258
Si -0.0004 -0.0098 0.0008
O 0.0011 -0.004 -0.0053
O -0.0046 0.0031 -0.0058
O -0.0056 -0.0011 -0.0048
O -0.0097 -0.0022 0.0062
O -0.0024 -0.0074 -0.0089
O -0.0099 0.0071 -0.0082
O -0.0079 -0.0032 -0.0225
O 0.001 0.0022 -0.003
O -0.0177 -0.0054 -0.0066
O 0.0012 0.0021 -0.0123
O 0.0008 -0.016 -0.0127
O 0.0018 -0.0016 0.0144
O 0.0068 -0.0181 -0.0345
O 0.0089 0.0039 0.012
O 0.0002 0.0022 -0.006
O -0.0118 0.006 -0.0107
O -0.0027 -0.0101 -0.0083
O 0.0016 -0.0006 -0.0106
O 0.002 0.0042 0
O 0.0031 -0.0109 -0.0101
O 0.0019 -0.0037 0.0004
O -0.0028 -0.0017 -0.0052
O 0.0027 0.0079 -0.0014
O 0.011 0.0074 -0.0136
O 0.0024 0.0036 -0.0261
O -0.0062 0.0068 -0.0037
O -0.004 0.005 -0.0009
O -0.0029 0.001 -0.0061
O 0.0231 0.0024 -0.0035
O 0.003 0.0014 -0.0056
O 0.0015 -0.0095 -0.012
O -0.0009 0.0072 -0.0176
O -0.0046 -0.006 0.0168
O -0.0036 0.001 -0.0102
O -0.002 0.0043 -0.0142
O 0.0037 0.0011 -0.008
O 0.0016 0.0007 -0.0095
O 0.0024 -0.0039 -0.007
O -0.0031 -0.0094 -0.0028
O -0.0014 -0.0022 -0.0104
O 0.0031 0.001 -0.0092
O -0.0119 -0.0111 -0.0036
O -0.0041 -0.0024 -0.0023
O -0.0004 -0.0027 -0.002
O 0.0029 0.0042 -0.0032
O -0.0017 0.0042 -0.0044
O 0.0117 0.0032 -0.0094
O 0.0044 -0.0071 -0.0115
O 0.0024 -0.0021 -0.0078
O 0.0022 0.0003 -0.0043
O -0.0024 0.0038 -0.0027
O -0.0028 -0.0003 -0.0147
O -0.0041 -0.0062 -0.007
O -0.0148 -0.0046 0.021
O -0.0032 -0.0012 -0.0013
O -0.0115 0.0044 -0.0439
O -0.0007 -0.0022 -0.0057
O 0.0039 0.0031 -0.0058
O -0.0046 0.0013 0
O 0.0018 -0.0096 0.001
O -0.0018 -0.0048 0.0018
O 0.0045 0.0034 -0.0042
O 0.0042 -0.002 -0.0028
O -0.0292 0.0051 -0.0026

The program warned: the cutoff lies below the one the program advises for these potential files; the exchange-correlation potential is rough where the density is thin.
